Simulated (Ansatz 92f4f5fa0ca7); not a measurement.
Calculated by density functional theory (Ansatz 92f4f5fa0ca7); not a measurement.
Periodic cell of 231 atoms, Si140O85P6, from a study of silicon, its oxide and their interface. The atomic structure is a simulated model.

Settings: functional PBE; potential files Ansatz PAW; basis plane waves; wave-function cutoff 700 eV; density cutoff ratio 5; exchange-correlation grid ratio 1; k mesh 2 x 2 x 1, shifted by 0.5 0.5 0.5 of a step; self-consistency stop 5e-08 eV per atom in the density residual; occupations fixed; spin none; net charge 0.

Cell vectors (angstrom)
a, 11.6015, 0, 0
b, 0, 10.938, 0
c, 0, 0, 31.8641

Atoms and the computed forces on them: element, x, y, z (angstrom), force x, y, z (eV/angstrom)
P, -0.1263, 0.03, 23.1464, 0.0102, -0.0542, 0.0289
Si, 3.6889, -0.0032, 23.4414, -0.035, -0.0942, -0.0677
Si, 7.7497, -0.0257, 23.1397, 0.0549, -0.0471, -0.0141
Si, 1.7682, 1.4026, 23.2483, -0.031, 0.0491, -0.0467
Si, 5.6511, 1.2948, 23.072, -0.0578, 0.0561, -0.0529
P, 9.659, 1.3627, 23.1185, 0.0211, 0.0674, -0.0092
Si, -0.0562, 5.5235, 23.3169, -0.0043, -0.0914, -0.052
P, 3.8481, 5.5897, 23.0492, 0.0195, -0.0437, -0.0049
Si, 7.5988, 5.4593, 23.0996, -0.0032, -0.0933, -0.0648
Si, 1.9449, 6.8714, 23.2337, -0.0027, 0.0462, -0.0199
Si, 5.7139, 7.0012, 23.2501, -0.0225, 0.1026, -0.0123
Si, 9.5795, 6.8142, 23.0785, -0.0265, 0.0599, -0.0503
Si, 1.8765, 2.8738, 25.0784, 0.0631, -0.0452, -0.0121
Si, 5.7133, 2.7835, 24.9679, -0.0379, -0.0614, 0.0049
Si, 9.5835, 2.6668, 25.0496, -0.0161, -0.0358, -0.0288
Si, 11.494, 4.1158, 25.1871, -0.0464, 0.0456, -0.0299
Si, 3.8324, 4.2669, 24.9771, -0.0189, 0.034, 0.0124
Si, 7.6655, 4.0992, 25.0508, 0.0741, 0.0678, 0.0181
Si, 1.8704, 8.2554, 25.1469, -0.1184, -0.0458, -0.0109
Si, 5.7807, 8.2222, 25.242, 0.0764, -0.0535, 0.0008
Si, 9.6212, 8.2638, 25.0062, 0.0081, -0.0665, -0.0166
Si, 11.5506, 9.6766, 25.0649, 0.0746, 0.0331, -0.0095
Si, 3.826, 9.5448, 25.2947, 0.021, 0.0492, -0.0315
Si, 7.6902, 9.6114, 25.1237, -0.0764, 0.034, 0.0063
Si, 11.5714, 0.0363, 27.0325, 0.0143, -0.0613, 0.0311
Si, 3.8366, 0.0669, 27.103, 0.0029, -0.0413, 0.0165
Si, 7.6942, 0.0419, 27.0405, -0.0015, -0.0543, 0.0112
Si, 1.9073, 1.4233, 26.9962, -0.0004, 0.0589, 0.0136
Si, 5.7606, 1.4259, 26.9742, 0.0047, 0.0547, -0.0054
Si, 9.6283, 1.381, 27.0332, 0.004, 0.0738, 0.0103
Si, 11.5356, 5.4938, 27.078, -0.0072, -0.0431, -0.001
Si, 3.8325, 5.4771, 27.0184, 0.0007, -0.0419, -0.0008
Si, 7.7248, 5.4545, 27.0141, 0.0168, -0.0473, -0.0083
Si, 1.8811, 6.8307, 27.0372, 0.0042, 0.0588, 0.0065
Si, 5.7854, 6.7959, 27.089, 0.0016, 0.058, -0.0236
Si, 9.6291, 6.877, 26.982, -0.0009, 0.0519, -0.0015
Si, 1.9336, 2.7345, 28.9649, -0.0309, 0.0799, -0.0534
Si, 5.8008, 2.7345, 28.9649, -0.0213, 0.0825, -0.2254
Si, 9.6679, 2.7345, 28.9649, -0.0369, 0.0798, 0.047
Si, 0, 4.1018, 28.9649, -0.0978, 0.04, 0.2449
Si, 3.8672, 4.1018, 28.9649, -0.0712, -0.0062, -0.0952
Si, 7.7343, 4.1018, 28.9649, 0.0747, 0.0045, -0.0112
Si, 1.9336, 8.2035, 28.9649, -0.0687, -0.0112, 0.0054
Si, 5.8008, 8.2035, 28.9649, 0.0439, -0.0088, 0.2113
Si, 9.6679, 8.2035, 28.9649, -0.0849, 0.0657, -0.219
Si, 0, 9.5708, 28.9649, 0.0315, 0.1142, -0.0674
Si, 3.8672, 9.5708, 28.9649, -0.0284, 0.1186, 0.2253
Si, 7.7343, 9.5708, 28.9649, -0.1052, 0.1163, -0.0246
Si, 0, 0, 30.8985, -0.007, 0.0246, 0.0408
Si, 3.8672, 0, 30.8985, 0.007, -0.0766, 0.0725
Si, 7.7343, 0, 30.8985, 0.0024, 0.0215, 0.0118
Si, 1.9336, 1.3673, 30.8985, -0.0176, 0.0149, -0.0564
Si, 5.8008, 1.3673, 30.8985, 0.0061, 0.0189, -0.0766
Si, 9.6679, 1.3673, 30.8985, 0.006, -0.0156, 0.0098
Si, 0, 5.469, 30.8985, 0.0055, -0.0954, -0.0429
Si, 3.8672, 5.469, 30.8985, -0.0008, 0.0305, -0.0208
Si, 7.7343, 5.469, 30.8985, -0.0104, 0.0111, -0.0637
Si, 1.9336, 6.8362, 30.8985, -0.006, 0.0093, 0.0293
Si, 5.8008, 6.8362, 30.8985, 0.0058, 0.0507, 0.0723
Si, 9.6679, 6.8362, 30.8985, 0.0058, -0.0812, 0.0496
Si, 1.9336, 2.7345, 0.9679, 0.0441, -0.1013, 0.0257
Si, 5.8008, 2.7345, 0.9679, -0.0023, -0.0348, -0.2152
Si, 9.6679, 2.7345, 0.9679, 0.0317, -0.112, 0.0432
Si, 0, 4.1018, 0.9679, -0.0852, 0.0119, -0.1853
Si, 3.8672, 4.1018, 0.9679, 0.0351, 0.0524, 0.0766
Si, 7.7343, 4.1018, 0.9679, 0.1397, -0.0097, 0.0325
Si, 1.9336, 8.2035, 0.9679, 0.0629, -0.0338, 0.0534
Si, 5.8008, 8.2035, 0.9679, 0.0087, -0.0885, 0.0807
Si, 9.6679, 8.2035, 0.9679, 0.0443, -0.0283, 0.0028
Si, 0, 9.5708, 0.9679, -0.0744, -0.086, 0.1593
Si, 3.8672, 9.5708, 0.9679, 0.0666, -0.1201, -0.0836
Si, 7.7343, 9.5708, 0.9679, 0.1086, -0.1379, 0.0641
Si, 11.6176, -0.0394, 2.9425, -0.0132, -0.0416, -0.0122
Si, 3.9017, -0.0494, 2.9083, 0.0056, -0.0359, 0.0155
Si, 7.7781, -0.0294, 2.9162, 0.0167, -0.046, -0.0176
Si, 1.9579, 1.2813, 2.8496, -0.0069, 0.0587, 0.0055
Si, 5.85, 1.296, 2.8245, 0.005, 0.0646, -0.013
Si, 9.6924, 1.3635, 2.9213, -0.0062, 0.063, -0.0496
Si, 11.6255, 5.472, 2.8687, 0.0027, -0.0482, 0.0177
Si, 3.9049, 5.4582, 2.9255, -0.0044, -0.0508, 0.0163
Si, 7.7827, 5.4668, 2.9041, -0.001, -0.0451, -0.0134
Si, 1.9458, 6.8137, 2.8971, -0.0217, 0.0522, 0.0242
Si, 5.8621, 6.8173, 2.907, 0.0193, 0.0678, 0.0098
Si, 9.7028, 6.8755, 2.9453, -0.0119, 0.0659, -0.0181
Si, 2.0054, 2.5681, 4.792, -0.0194, -0.0316, 0.0018
Si, 5.9023, 2.6172, 4.7349, 0.0279, -0.0488, 0.0273
Si, 9.7236, 2.777, 4.8365, -0.0504, -0.0369, 0.0093
Si, 11.7352, 4.0188, 4.7165, 0.0299, 0.0326, -0.0274
Si, 3.9338, 3.8938, 4.7305, -0.0308, 0.0595, -0.0521
Si, 7.7489, 4.1309, 4.8543, -0.0069, 0.042, 0.0157
Si, 1.9385, 8.1099, 4.8808, -0.0255, -0.046, -0.0084
Si, 5.8921, 8.1394, 4.8785, 0.0492, -0.0351, -0.0013
Si, 9.7062, 8.2927, 4.9037, 0.0264, -0.0844, 0.0149
Si, 11.6785, 9.6489, 4.985, -0.0086, 0.0381, 0.0013
Si, 3.9092, 9.3651, 4.74, 0.0156, 0.0174, -0.0416
Si, 7.7732, 9.6623, 4.942, -0.0163, 0.01, 0.0277
P, 11.6741, 0.0004, 6.9462, -0.0257, -0.0735, 0.0002
Si, 3.9822, -0.3918, 6.7145, 0.0097, -0.0482, 0.1161
P, 7.8857, -0.0153, 6.9006, -0.006, -0.0984, 0.011
Si, 2.1324, 1.1362, 6.7092, 0.0543, 0.0836, 0.0178
Si, 5.8864, 1.1061, 6.5654, -0.0514, 0.0961, 0.0278
Si, 9.7803, 1.4073, 6.7573, 0.0089, 0.0516, 0.0133
Si, 11.6818, 5.3841, 6.5992, -0.0122, -0.0581, 0.0588
Si, 3.954, 5.1244, 6.6934, 0.012, -0.0687, 0.1094
P, 7.7194, 5.3796, 6.7899, 0.0149, -0.0778, -0.0727
Si, 2.121, 6.6356, 6.7699, 0.0795, 0.0883, 0.0113
Si, 5.7632, 6.6373, 6.732, -0.0312, 0.0871, 0.0338
Si, 9.6505, 6.6433, 6.5902, -0.0115, 0.0098, 0.0565
O, 5.3237, 7.403, 8.177, -0.0202, 0.0145, -0.0074
O, 4.0174, 4.2777, 8.16, -0.0148, 0.017, -0.0538
O, 3.9979, 9.6938, 8.1757, -0.0041, -0.0034, -0.0453
O, 5.5033, 2.1381, 7.8074, -0.0039, 0.0057, -0.0147
O, 9.7479, 2.4049, 8.1055, 0.0243, 0.0402, 0.0156
O, 2.6811, 2.0247, 8.0281, -0.0034, 0.0038, -0.0129
O, 2.5479, 7.4791, 8.16, -0.0095, -0.0171, -0.0449
O, 9.8206, 7.255, 8.1321, -0.0254, 0.0181, 0.0258
O, 11.6226, 4.3268, 7.8903, 0.0056, -0.0141, -0.0131
O, 5.2687, 1.9413, 21.5471, 0.0339, -0.005, 0.0506
O, 5.7329, 8.3285, 22.2131, -0.001, -0.0183, 0.0357
O, 1.976, 2.188, 21.7994, 0.002, 0.0267, -0.0004
O, 7.8246, 9.8237, 21.8347, -0.0375, -0.0173, 0.0096
O, 3.5367, 9.9309, 22.1411, 0.0167, 0.0002, 0.0302
O, 7.5236, 4.355, 21.8323, 0.0293, 0.0194, 0.0319
O, 1.8672, 7.8396, 21.8684, 0.0292, 0.0297, -0.0022
O, 11.3928, 4.3811, 22.1114, -0.0018, 0.0166, 0.0159
O, 9.5918, 7.4613, 21.5308, 0.0069, -0.0106, 0.0348
Si, 6.474, 9.2535, 21.0454, 0.0042, 0.0068, -0.0109
Si, 10.1694, 4.4936, 13.5344, 0.0021, -0.0016, -0.0012
Si, 9.2859, 9.7016, 13.2223, -0.0009, 0.0007, -0.0068
Si, 7.0427, 0.649, 13.1894, 0.0072, 0.0008, -0.0045
Si, 0.2, 6.3155, 11.7817, -0.0091, 0.0021, -0.0054
Si, 4.6242, 7.6618, 11.7882, 0.0013, 0.0018, 0.0051
Si, 7.9547, 3.7095, 20.39, 0.0084, -0.0244, -0.021
Si, 0.4095, 3.3296, 11.5677, -0.0039, -0.006, -0.0034
Si, 4.6432, 4.7124, 13.1865, 0, 0.0016, 0.0022
Si, 9.7154, 6.4731, 9.5595, -0.0047, 0.0098, -0.0152
Si, 3.6112, 4.8489, 18.8096, -0.0026, 0.0022, 0.0024
Si, 8.646, 9.9629, 16.3104, 0.0024, 0.0037, 0.0026
Si, 5.9725, 1.3781, 20.1595, 0.0163, -0.0082, -0.0373
Si, 7.4461, 5.3914, 13.7822, 0.0006, -0.004, -0.0046
Si, 4.9006, 7.7144, 19.1767, 0.0123, 0.0051, -0.0077
Si, 11.0259, 9.3062, 18.0445, -0.0008, 0.0031, 0.0003
Si, 2.2262, 1.0284, 12.8405, 0.0031, 0.0055, 0.0054
Si, 3.0194, 2.857, 15.1776, -0.0052, -0.0049, -0.0015
Si, 6.9978, 7.3514, 15.9299, 0.0028, -0.009, -0.0016
Si, 10.0428, 4.0039, 16.4846, 0.0084, 0.0018, -0.0034
Si, 7.6574, 7.4579, 11.6558, 0.0088, -0.0035, -0.007
Si, 1.227, 4.8039, 16.8609, -0.0029, 0.0002, -0.0011
Si, 4.1232, 2.6744, 8.5107, 0.0104, -0.0249, 0.0215
Si, 1.9838, 2.7201, 20.2618, -0.0084, -0.0007, -0.0147
Si, 7.79, 1.8974, 15.9251, -0.0011, 0.0021, -0.0057
Si, 5.1671, 2.6303, 17.3539, 0, -0.0016, -0.0043
Si, 2.7, 9.0217, 21.1101, -0.0164, -0.0145, -0.008
Si, 5.0986, 9.2047, 14.3131, -0.0007, 0.0014, -0.0027
Si, 0.7242, 9.0734, 13.0702, -0.0027, -0.002, 0.0008
Si, 10.5227, 3.6364, 8.8769, -0.0208, -0.0008, -0.0048
Si, 4.8326, 2.0308, 11.5754, 0.0039, -0.0001, 0.001
Si, 10.0767, 7.1858, 19.9924, 0.0091, 0.0001, -0.0285
Si, 3.6399, 9.2253, 16.9276, 0.0066, 0.0081, -0.002
Si, 11.0446, 4.3641, 20.5196, 0.0072, -0.0032, -0.0081
Si, 3.9451, 8.1381, 8.7402, 0.0235, 0.0005, 0.0356
Si, 1.8958, 10.8524, 18.8679, -0.0027, 0.0093, -0.0076
Si, 7.9604, 5.728, 18.1737, -0.0058, 0.006, -0.0088
Si, 1.0462, 7.7337, 15.9919, -0.0013, -0.0048, -0.005
O, 4.2252, 8.6948, 13.0142, 0.0219, -0.007, 0.0044
O, 7.3076, 4.6472, 19.2089, 0.0206, -0.0035, 0.0127
O, 1.7385, 10.0027, 20.2526, 0.021, -0.0003, 0.007
O, 10.8292, 3.2748, 12.6935, 0.0101, 0.0339, -0.0042
O, 3.495, 4.0898, 14.1791, 0.0039, -0.0165, -0.0027
O, 0.8638, 8.5697, 14.6098, -0.0003, 0.0016, 0.0016
O, 1.6519, 10.4199, 12.8069, -0.0015, 0.0059, -0.0021
O, 5.9619, 4.8496, 14.1536, 0.0059, 0.012, -0.0278
O, 4.1902, 2.1566, 16.1086, -0.0022, 0.0193, -0.002
O, 4.357, 2.2198, 10.0424, -0.0111, -0.0065, -0.004
O, 9.2725, 2.5621, 16.2323, -0.0225, 0.0116, -0.0045
O, 7.3916, 6.0006, 12.2909, 0.002, 0.0193, 0.0201
O, 3.8331, 7.9851, 10.3799, 0.005, 0.0003, -0.0284
O, 10.6692, 4.4763, 15.0617, -0.0149, -0.0036, -0.0128
O, 11.3565, 3.0013, 10.1172, -0.009, 0.0203, 0.0011
O, 1.0427, 4.8836, 11.6019, -0.0243, -0.0061, 0.0013
O, 6.6753, 2.7567, 16.7434, 0.0003, -0.0122, 0.0015
O, 7.7549, 0.3684, 16.4786, 0.0081, 0.0079, -0.0202
O, 8.8076, 6.8403, 19.0221, 0.0177, -0.0159, 0.0112
O, 2.4469, 8.1673, 16.67, -0.0121, 0.0109, -0.0091
O, 6.7664, 6.4188, 17.2727, 0.028, -0.0117, 0.0011
O, 10.8178, 9.5878, 12.6953, 0.004, -0.0117, 0.0127
O, 8.4809, 8.3861, 12.7013, -0.0054, 0.0112, -0.0124
O, 7.929, 6.4653, 14.9109, -0.0232, -0.0115, -0.0069
O, 6.1696, 8.0423, 11.3844, 0.0018, -0.0026, 0.007
O, 5.9577, 10.6724, 20.3459, -0.0063, 0.0083, -0.0032
O, 3.7456, 8.4103, 20.0612, -0.0067, 0.0071, 0.0191
O, 10.6076, 5.9375, 12.8662, 0.0141, -0.0197, -0.0162
O, 9.5101, 4.833, 9.4065, 0.035, 0.0156, -0.0036
O, 8.5662, 4.2284, 13.6353, 0.0052, 0.0148, 0.0115
O, 4.5076, 6.1308, 19.2872, -0.0079, -0.0093, -0.0059
O, 4.1647, 9.8347, 15.5008, 0.0035, -0.0235, 0.0062
O, 3.7627, 1.0288, 12.2956, -0.0093, 0.0083, -0.0007
O, 7.723, 8.663, 16.5084, 0.0007, 0.0064, -0.0105
O, 0.5026, 10.5269, 18.0923, 0.0139, -0.0134, 0.0018
O, 11.1111, 6.7178, 10.3622, -0.0121, -0.0201, 0.0121
O, 6.2769, 1.3213, 11.9071, -0.0052, 0.0031, 0.0167
O, 11.3912, 4.1897, 17.4058, 0.0117, 0.0111, 0.0088
O, 7.356, 1.7773, 14.3421, -0.0061, -0.0246, 0.0032
O, 4.9147, 3.5699, 12.0779, -0.0033, 0.006, 0.0185
O, 3.1359, 10.4338, 17.8925, -0.0082, -0.0224, -0.0072
O, 4.3423, 6.1347, 12.3889, 0.013, 0.002, 0.003
O, 9.3653, 9.8393, 14.8497, -0.0165, 0.0051, -0.0007
O, 6.1875, 10.3346, 13.8485, -0.0006, 0.0031, -0.0045
O, 4.8165, 8.3682, 17.6778, -0.0162, 0.0104, 0.0179
O, 9.6765, 10.0321, 17.5455, 0.0052, -0.0233, -0.0134
O, 11.1094, 5.9076, 19.9646, -0.0332, -0.0004, 0.0166
O, 6.3724, 8.1631, 19.7985, -0.0218, 0.0102, -0.0087
O, 1.4288, 2.1062, 11.8884, 0.0033, -0.004, 0.0192
O, 2.1425, 1.4791, 19.2137, 0.001, -0.0047, 0.0159
O, 7.4337, 2.1619, 20.1764, -0.0294, 0.0296, -0.0092
O, 5.2345, 1.6967, 18.7238, 0.0121, 0.0143, 0.0082
O, 2.2127, 5.2981, 18.0784, 0.0114, -0.0207, -0.0116
O, 0.5613, 3.3997, 19.8741, 0.0161, 0.0073, 0.0134
O, 8.4642, 7.2124, 10.2785, 0.0018, -0.0031, 0.0241
O, 9.5769, 3.717, 20.2297, -0.0153, 0.0217, 0.0156
O, 1.0636, 6.1076, 15.8645, 0.0007, 0.0014, 0.0197
O, 5.7589, 7.8446, 14.9764, 0.0027, 0.02, -0.0115
O, 4.5954, 4.087, 17.7673, -0.0078, -0.0167, 0.0094
O, 3.1844, 3.8232, 20.0272, -0.0057, -0.0008, -0.0238
O, 2.2838, 1.6383, 14.3593, 0.0127, 0.0152, -0.0195
O, 11.4205, 8.1403, 16.9753, 0.0158, 0.0159, 0.0048
O, 8.4781, 0.0642, 12.6428, -0.0164, -0.0125, 0.0255
O, 10.7966, 8.5522, 19.4742, -0.0113, -0.016, -0.0118
O, 8.9454, 4.9958, 17.1219, -0.0008, -0.0092, 0.0103
O, 1.9012, 3.5313, 16.1237, 0.0146, 0.0076, 0.0025
O, 1.0366, 7.6708, 12.2187, -0.0089, 0.0009, 0.0034

Results
free energy: -141893.198 eV
free energy less fixed offsets of O -569.03, P -756.45, Si -635.61 eV per atom: -1.548 eV

The program warned: the cutoff lies below the one the program advises for these potential files; the exchange-correlation potential is rough where the density is thin.
